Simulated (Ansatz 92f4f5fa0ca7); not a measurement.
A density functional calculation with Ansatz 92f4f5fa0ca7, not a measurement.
Periodic cell of 226 atoms, Si134O92, from a study of silicon, its oxide and their interface. The atomic structure is a simulated model.

Settings: functional PBE; potential files Ansatz PAW; basis plane waves; wave-function cutoff 700 eV; density cutoff ratio 5; exchange-correlation grid ratio 1; k mesh 2 x 2 x 1, shifted by 0.5 0.5 0.5 of a step; self-consistency stop 5e-08 eV per atom in the density residual; occupations fixed; spin none; net charge 0.

Cell vectors (angstrom)
a, 10.938, 0, 0
b, 0, 10.938, 0
c, 0, 0, 32.4725

Atoms: element, x, y, z (angstrom)
Si, 0.3265, -0.4423, 25.02
Si, 5.6282, -0.1753, 24.8051
Si, 2.4858, 2.9768, 25.2876
Si, 8.1309, 3.023, 24.7859
Si, 0.3728, 5.3086, 24.8766
Si, 5.8134, 5.1795, 25.1519
Si, 2.5968, 8.223, 25.1065
Si, 7.8512, 8.4764, 25.0086
Si, 1.2991, 1.2918, 26.3719
Si, 6.8989, 1.3881, 26.114
Si, 4.1438, 4.1156, 26.4551
Si, 9.6308, 4.1748, 26.1942
Si, 1.3745, 6.778, 26.4235
Si, 6.8705, 6.8428, 26.4064
Si, 4.1554, 9.5689, 26.262
Si, 9.5358, 9.5384, 26.2927
Si, 2.7653, -0.0201, 27.6798
Si, 8.2037, 0.034, 27.6311
Si, -0.0472, 2.7394, 27.6641
Si, 5.5287, 2.6681, 27.6672
Si, 2.7666, 5.4694, 27.7662
Si, 8.2703, 5.4655, 27.6851
Si, -0.0337, 8.1836, 27.6971
Si, 5.4572, 8.2033, 27.7031
Si, 4.1018, 1.3673, 29.0543
Si, 9.5708, 1.3673, 29.0543
Si, 1.3673, 4.1018, 29.0543
Si, 6.8362, 4.1018, 29.0543
Si, 4.1018, 6.8362, 29.0543
Si, 9.5708, 6.8362, 29.0543
Si, 1.3673, 9.5708, 29.0543
Si, 6.8362, 9.5708, 29.0543
Si, 0, 0, 30.4215
Si, 5.469, 0, 30.4215
Si, 2.7345, 2.7345, 30.4215
Si, 8.2035, 2.7345, 30.4215
Si, 0, 5.469, 30.4215
Si, 5.469, 5.469, 30.4215
Si, 2.7345, 8.2035, 30.4215
Si, 8.2035, 8.2035, 30.4215
Si, 1.3673, 1.3673, 31.7888
Si, 6.8362, 1.3673, 31.7888
Si, 4.1018, 4.1018, 31.7888
Si, 9.5708, 4.1018, 31.7888
Si, 1.3673, 6.8362, 31.7888
Si, 6.8362, 6.8362, 31.7888
Si, 4.1018, 9.5708, 31.7888
Si, 9.5708, 9.5708, 31.7888
Si, 2.7345, 0, 0.6835
Si, 8.2035, 0, 0.6835
Si, 0, 2.7345, 0.6835
Si, 5.469, 2.7345, 0.6835
Si, 2.7345, 5.469, 0.6835
Si, 8.2035, 5.469, 0.6835
Si, 0, 8.2035, 0.6835
Si, 5.469, 8.2035, 0.6835
Si, 4.1018, 1.3673, 2.0507
Si, 9.5708, 1.3673, 2.0507
Si, 1.3673, 4.1018, 2.0507
Si, 6.8362, 4.1018, 2.0507
Si, 4.1018, 6.8362, 2.0507
Si, 9.5708, 6.8362, 2.0507
Si, 1.3673, 9.5708, 2.0507
Si, 6.8362, 9.5708, 2.0507
Si, 0, 0, 3.418
Si, 5.469, 0, 3.418
Si, 2.7345, 2.7345, 3.418
Si, 8.2035, 2.7345, 3.418
Si, 0, 5.469, 3.418
Si, 5.469, 5.469, 3.418
Si, 2.7345, 8.2035, 3.418
Si, 8.2035, 8.2035, 3.418
Si, 1.3209, 1.4274, 4.771
Si, 6.8122, 1.3651, 4.7907
Si, 4.1224, 4.0754, 4.8166
Si, 9.5715, 4.1225, 4.7762
Si, 1.3877, 6.8141, 4.8522
Si, 6.7385, 6.9463, 4.7094
Si, 4.0722, 9.6013, 4.8345
Si, 9.6187, 9.4909, 4.7108
Si, 2.6968, 0.1007, 6.1494
Si, 8.2025, -0.114, 5.9693
Si, -0.0446, 2.7602, 6.2133
Si, 5.4827, 2.7091, 6.2512
Si, 2.7688, 5.4257, 6.2478
Si, 8.1395, 5.5827, 5.9298
Si, -0.0282, 8.1814, 6.2034
Si, 5.4471, 8.2478, 6.2406
Si, 3.8452, 1.6009, 7.6109
Si, 9.6404, 1.0705, 7.3173
Si, 1.58, 3.8419, 7.5823
Si, 6.7492, 4.3944, 7.3377
Si, 4.4433, 6.534, 7.5354
Si, 9.1913, 7.0423, 7.4138
Si, 1.0427, 9.9268, 7.3801
Si, 7.113, 9.4091, 7.5011
O, 5.6044, 5.4246, 7.9414
O, -0.1198, 0.0587, 7.9124
O, 2.7083, 2.724, 8.1004
O, 8.1698, 8.2213, 7.9982
O, 1.4851, 9.3656, 24.7115
O, 6.8883, 4.0907, 24.504
O, 6.7568, 9.5973, 24.44
O, 1.4113, 4.041, 24.6093
O, 6.658, 10.2863, 8.8339
O, 0.8415, 4.4821, 8.9251
O, 1.8026, 9.3497, 8.7243
O, 7.7975, 3.9729, 8.5464
O, 9.5686, 6.0356, 8.6674
O, 4.4789, 0.8933, 8.9727
O, 3.927, 7.0862, 8.9935
O, 8.5405, 1.4807, 8.4871
O, 4.9518, 0.3649, 23.357
O, 8.8727, 2.6599, 23.3267
O, 11.0593, 6.052, 23.4012
O, 5.2565, 5.9946, 23.8563
O, 8.4548, 7.7505, 23.6715
O, 3.3925, 2.2455, 24.1567
O, 3.0011, 7.3767, 23.7381
O, 10.8161, -0.0875, 23.4795
Si, 5.8175, 20.4547, 17.001
Si, 6.5644, 12.7579, 11.8356
Si, 14.6868, 8.9242, 18.9545
Si, 4.5733, 7.3429, 13.1077
Si, 13.455, 5.0367, 13.9576
Si, -2.9525, 2.7134, 19.4204
Si, 13.27, 5.4201, 16.9595
Si, 3.4246, 3.9027, 21.2385
Si, -0.1814, 4.754, 12.5951
Si, 9.8018, 6.2577, 15.217
Si, 5.8532, 4.8351, 19.4078
Si, 8.1357, 2.7032, 9.4866
Si, 9.5558, 2.0261, 11.9866
Si, 14.9713, 7.9276, 10.3748
Si, 4.9264, 3.2577, 14.2683
Si, 11.123, 9.0454, 14.8476
Si, 14.6208, 1.3118, 22.8796
Si, -0.0681, 5.6792, 9.5773
Si, 11.7219, 0.4076, 22.2054
Si, 6.8257, 7.3957, 15.2327
Si, 9.8055, 2.7736, 21.9628
Si, 13.7451, -1.0965, 13.7628
Si, 4.0817, 0.8001, 15.8007
Si, 10.6164, 5.8016, 21.8267
Si, 5.7104, 7.6309, 20.6652
Si, 2.058, 11.4696, 18.1084
Si, 11.2072, 10.1834, 12.1857
Si, 8.0117, 10.8829, 18.4954
Si, 10.3084, 9.5024, 20.2565
Si, 12.597, 3.3656, 18.9294
Si, 1.1782, 7.1987, 19.3352
Si, 12.2151, 8.4933, 10.006
Si, 10.0035, 14.5287, 17.2159
Si, 5.3286, 5.2865, 16.5197
Si, 8.5133, 7.8035, 22.0522
Si, 3.9719, 6.3388, 22.9424
Si, 5.4159, -0.1754, 9.7983
Si, 10.3328, 0.6034, 16.6632
O, 13.3318, 0.3793, 22.5013
O, 6.9302, 9.7159, 18.1765
O, 7.0562, 8.1232, 21.4214
O, 8.6157, 3.3084, 18.0225
O, 2.746, 11.9075, 16.7043
O, 4.8113, 13.1227, 15.4568
O, 6.7946, 2.6224, 10.423
O, 8.8048, 11.2903, 17.1355
O, 9.4186, 2.7145, 10.5003
O, 16.9358, 7.1372, 13.8578
O, 2.0181, 3.9369, 20.4078
O, 10.5726, 9.1602, 13.3036
O, 4.618, 9.4055, 10.1242
O, 5.6014, 4.5148, 15.0874
O, 10.4265, 2.2364, 16.3292
O, 9.6216, 8.8909, 21.5957
O, 11.699, 7.0618, 9.4945
O, 11.1876, 1.9199, 22.0136
O, 8.355, 17.9019, 15.0514
O, 8.9945, 2.3113, 20.6327
O, 8.0531, 1.5867, 12.5003
O, 13.8486, -0.6267, 18.8488
O, 1.7525, 16.1263, 15.4261
O, 14.8696, 2.396, 21.6715
O, 10.5811, -0.4696, 15.464
O, 5.2383, 10.9691, 16.6153
O, 6.5677, 19.8795, 15.6734
O, -0.5243, 5.3024, 11.0954
O, 14.5503, 0.1529, 14.3976
O, 11.4806, -0.469, 20.852
O, 14.3645, 3.6948, 13.8223
O, 10.2495, 14.154, 12.861
O, 10.0779, 16.6231, 13.7274
O, 0.4947, 11.1044, 17.8032
O, 7.2587, 12.2217, 19.0649
O, 4.5087, 4.4914, 20.2101
O, -7.095, 16.8978, 16.6914
O, 12.7699, -1.8455, 14.856
O, 11.0714, 3.7135, 18.4631
O, 5.6816, 4.4103, 17.8393
O, 2.5644, 14.933, 17.7235
O, 4.5203, 8.6444, 17.5239
O, 4.9797, 8.9485, 20.026
O, 4.0004, 8.8505, 13.2971
O, 4.8637, 7.1046, 11.5132
O, 14.3868, 6.3313, 13.6886
O, 11.0888, 9.3739, 10.7772
O, 2.5294, 8.1457, 10.9769
O, 3.2385, 4.9411, 22.4969
O, 7.023, 3.8811, 20.012
O, 12.3635, 4.8768, 12.7766
O, 10.4688, 0.6842, 12.0372
O, 10.9912, 8.3981, 19.2344
O, 9.8785, 4.9932, 16.3171
O, 11.6865, 6.3846, 20.7067
O, 10.3983, 4.2311, 21.6597
O, 10.7353, 7.601, 15.5357
O, 6.1286, 17.3806, 19.6012
O, 12.7859, 10.4407, 12.5753
O, 9.1124, 6.3847, 21.5388
O, 5.7056, 2.6719, 12.9455
O, 6.3389, -4.4005, 16.5168
O, 2.0182, 12.7372, 19.1047
O, 9.119, 10.3048, 19.5215
O, 5.8568, 0.4413, 11.2738
O, 4.567, 7.0711, 21.6506
O, 12.2663, 6.3317, 17.9183
O, 13.6329, 7.791, 19.463

Results
free energy: -137527.044 eV
free energy less fixed offsets of O -569.03, Si -635.61 eV per atom: -4.544 eV

Forces (eV/angstrom), in the order of the atoms: element, x, y, z
Si, 0.0198, -0.0123, -0.0268
Si, -0.0119, 0.0043, -0.0178
Si, 0.0055, 0.0076, -0.0053
Si, 0.007, 0.0089, -0.0234
Si, 0.0103, 0.0007, -0.0563
Si, 0.0141, 0.0043, -0.0419
Si, 0.0044, -0.0249, -0.0264
Si, -0.0079, 0.0017, -0.0343
Si, -0.0081, 0.0006, 0.0003
Si, -0.0051, 0.0025, 0.002
Si, 0.0032, 0.0145, -0.0021
Si, 0.0044, 0.008, 0.0153
Si, -0.0126, -0.005, 0.0104
Si, 0.0026, 0.0128, 0.0019
Si, -0.0144, -0.008, 0.0035
Si, -0.0048, -0.0006, 0.0154
Si, 0.003, -0.0122, 0.0047
Si, -0.0213, 0.0047, 0.0088
Si, 0.0044, 0.0094, 0.0021
Si, 0.0297, -0.0164, -0.0007
Si, -0.0124, -0.0124, -0.0053
Si, 0.0087, -0.0278, 0.0051
Si, -0.0025, 0.0147, -0.005
Si, 0.0075, 0.0145, -0.0011
Si, 0.236, -0.1967, -0.0499
Si, -0.308, 0.1645, -0.0595
Si, -0.1266, -0.278, 0.0069
Si, 0.2772, -0.1388, -0.2774
Si, 0.0316, 0.3522, 0.5111
Si, 0.0813, -0.0982, 0.3868
Si, 0.0385, -0.1051, -0.1716
Si, 0.0939, 0.2023, -0.2431
Si, 0.0363, 0.0165, -0.0739
Si, -0.0347, 0.0114, 0.0187
Si, -0.0464, 0.0158, -0.0411
Si, -0.0033, -0.0173, 0.025
Si, -0.0085, 0.0714, 0.0226
Si, -0.0004, 0.0502, -0.0507
Si, 0.0009, -0.0396, 0.0396
Si, 0.0207, -0.0129, -0.0342
Si, 0.022, -0.0406, 0.011
Si, 0.0336, 0.0192, -0.0052
Si, 0.0027, 0.0065, 0.0071
Si, -0.0236, -0.0301, -0.016
Si, 0.0428, -0.0434, -0.005
Si, 0.0072, 0.0063, 0.0129
Si, -0.0126, 0.0137, -0.0062
Si, -0.0196, -0.01, 0.0051
Si, 0.0423, -0.0299, -0.0103
Si, -0.0763, 0.0549, -0.0197
Si, -0.0029, 0.0438, 0.0149
Si, -0.007, -0.0255, 0.0159
Si, -0.0745, 0.0804, -0.0204
Si, 0.0837, -0.0296, -0.0176
Si, 0.0075, -0.0186, 0.0089
Si, -0.0345, 0.0093, 0.0167
Si, -0.076, -0.0491, 0.0289
Si, -0.0349, -0.0885, 0.0051
Si, 0.1134, 0.0571, 0.0007
Si, 0.043, 0.0573, 0.0238
Si, -0.0319, -0.1461, -0.0032
Si, -0.1304, -0.0247, 0.0016
Si, 0.0141, 0.0788, 0.012
Si, 0.1425, 0.0216, -0.0267
Si, 0.1211, 0.0179, -0.1881
Si, -0.1919, -0.0363, 0.1194
Si, 0.0218, 0.1772, -0.0276
Si, -0.0513, -0.0164, 0.1477
Si, 0.2664, 0.0726, 0.1371
Si, -0.3347, -0.0148, -0.1149
Si, -0.0389, -0.0335, 0.4452
Si, -0.0953, -0.0111, -0.7342
Si, 0.005, 0.0004, 0.011
Si, -0.0223, 0.0214, -0.0004
Si, -0.0094, 0.0076, 0.0099
Si, 0.0216, -0.0187, 0.007
Si, 0.0039, -0.0011, -0.011
Si, -0.0084, 0.0069, 0.0042
Si, 0.0045, -0.0056, -0.0074
Si, 0.0031, -0.0006, 0.0043
Si, 0.019, -0.0124, 0.0105
Si, -0.0268, 0.0046, 0.0163
Si, 0.0106, -0.0146, -0.0154
Si, -0.0096, 0.0043, -0.0221
Si, -0.0083, 0.0134, 0.0031
Si, 0.0233, -0.0172, 0.0127
Si, -0.0234, 0.0076, -0.0136
Si, 0.0233, -0.0011, -0.0157
Si, -0.0161, -0.0027, 0.0221
Si, -0.0092, -0.024, 0.0125
Si, 0.0006, 0.0008, 0.0211
Si, 0.0168, 0.027, 0.0216
Si, 0.0029, -0.0178, 0.0311
Si, -0.0327, -0.0182, 0.0228
Si, -0.0013, 0.0282, 0.0281
Si, 0.0291, 0.0152, 0.0134
O, -0.0028, 0.0048, 0.0303
O, 0.0061, -0.0138, 0.0322
O, 0.0053, -0.0037, 0.0279
O, 0.0002, -0.0025, 0.0262
O, -0.0111, 0.0073, -0.0398
O, -0.0105, 0.0106, -0.03
O, 0.0179, -0.0184, -0.0321
O, 0.0027, 0.0024, -0.0322
O, -0.0146, -0.0122, -0.0056
O, -0.0052, 0.0043, -0.0025
O, -0.0247, -0.0143, 0.0198
O, -0.0189, -0.0016, -0.0078
O, 0.0037, 0.0103, -0.0003
O, 0.0081, 0.0004, -0.0048
O, 0.0082, 0.0141, 0.0132
O, 0.0204, 0.0161, 0.0057
O, 0.0041, -0.0057, 0.0201
O, -0.009, 0.0116, -0.0067
O, -0.0075, -0.0275, 0.0168
O, -0.0123, -0.0291, 0.0177
O, -0.0127, 0.0202, 0.0002
O, -0.0242, -0.0084, -0.0095
O, 0.0124, 0.0114, 0.0018
O, 0.02, 0.0015, 0.0072
Si, 0.0047, -0.0036, 0.0012
Si, -0.0079, -0.0006, -0.004
Si, 0.0039, -0.0001, 0.0011
Si, 0.0073, -0.0025, -0.0021
Si, -0.004, -0.0018, 0.0017
Si, 0.0014, -0.0064, 0.0022
Si, -0.0046, 0.0031, -0.0014
Si, -0.0046, -0.0026, 0.0084
Si, 0.0008, 0.0052, -0.0051
Si, -0.0047, 0.0039, 0.0016
Si, 0.0011, -0.0019, -0.0018
Si, -0.0008, -0.0004, -0.0153
Si, 0.0025, 0.0017, -0.0014
Si, -0.0015, -0.0017, -0.0021
Si, 0.0005, 0.0005, 0.0013
Si, 0.0022, -0.0021, -0.002
Si, -0.006, 0.0024, -0.0002
Si, 0.0107, 0.0084, -0.0051
Si, 0.0087, 0.0027, -0.0011
Si, 0.0035, 0.0015, 0.0007
Si, 0.0134, 0.0081, -0.0194
Si, 0.0032, 0.0026, 0.0002
Si, 0.0011, 0.0083, -0.0002
Si, -0.0004, -0.0144, -0.0054
Si, -0.0032, 0.0049, -0.0007
Si, -0.0009, -0.0001, 0.004
Si, -0.0036, -0.0053, -0.0054
Si, -0.0059, -0.0016, -0.0001
Si, 0.0024, 0.005, -0.0051
Si, -0.001, -0.0004, 0.0063
Si, -0.0008, -0.0044, -0.0007
Si, -0.0067, -0.0064, -0.0165
Si, -0.0051, 0.0025, 0.0072
Si, 0.0027, 0.0006, 0.0018
Si, -0.0039, 0, -0.0052
Si, -0.0068, 0.0012, 0.0101
Si, -0.003, -0.0025, 0.0027
Si, -0.0023, -0.0017, 0.0004
O, -0.0048, 0.0247, 0.0053
O, -0.0001, 0.0149, -0.0137
O, 0.0016, -0.0194, -0.0008
O, -0.0003, -0.0073, 0.0042
O, 0.0168, -0.0151, 0.0184
O, -0.0162, -0.0061, -0.0184
O, 0.0153, -0.0073, 0.0268
O, 0.0042, -0.0015, 0.0229
O, -0.0141, -0.0151, 0.0331
O, -0.0142, 0.0137, 0.013
O, 0.0104, 0.0014, -0.0064
O, 0.0291, 0.0104, 0.0006
O, 0.0012, -0.0108, 0.0008
O, -0.0168, 0.0045, 0.0074
O, -0.0116, -0.0008, 0.0251
O, -0.014, -0.0123, -0.0014
O, 0.0025, 0.0048, 0.0253
O, -0.0126, -0.0122, -0.0043
O, -0.0139, -0.001, -0.0027
O, 0.0111, 0.0179, 0.026
O, -0.0006, 0.0139, -0.0288
O, 0.0012, -0.0046, -0.0132
O, 0.021, -0.0038, -0.0125
O, -0.0178, 0.0122, 0.0035
O, 0.0136, -0.0072, 0.0076
O, -0.0143, -0.017, 0.0016
O, -0.005, -0.0106, 0.0142
O, 0.0157, -0.0042, 0.0028
O, -0.0096, -0.0004, 0.0158
O, -0.0121, 0.0037, 0.0085
O, 0.0225, 0.0108, 0.0151
O, 0.0034, 0.0105, -0.0096
O, 0.019, -0.0149, 0.0045
O, 0.0055, 0.0165, -0.0122
O, 0.0254, -0.0026, -0.0084
O, 0.0113, -0.0063, -0.0001
O, 0.0106, -0.0177, 0.0013
O, -0.0144, 0.0198, -0.0322
O, 0.0076, -0.0188, -0.014
O, -0.0088, 0.0186, 0.0096
O, -0.0115, 0.0084, 0.0143
O, 0.0041, 0.0304, 0.0117
O, -0.0063, -0.0085, -0.0044
O, -0.0082, -0.0224, 0.0082
O, -0.0214, 0.0209, 0.0057
O, 0.0059, -0.0137, -0.0025
O, 0.0308, -0.0013, 0.012
O, 0.009, 0.0023, -0.0257
O, 0.0245, 0.0039, -0.0189
O, -0.0068, -0.0011, -0.0131
O, -0.0147, 0.0012, 0.0181
O, -0.0028, -0.0032, 0.0042
O, 0.0071, 0.0061, 0.0223
O, 0.0053, -0.0098, -0.0032
O, -0.021, 0.0014, 0.004
O, -0.0164, -0.0029, 0.025
O, 0.0014, 0.0007, -0.0081
O, -0.0108, -0.008, 0.0178
O, -0.0263, -0.0149, 0.0197
O, 0.0194, 0.0145, 0.0161
O, -0.0002, -0.0059, 0.0067
O, -0.0085, -0.0125, -0.0086
O, 0.0016, -0.0073, -0.0239
O, 0.0009, 0.0007, -0.0034
O, -0.0008, 0.0025, -0.0077
O, 0.0165, -0.005, 0.0049
O, 0.0066, -0.0105, -0.0107
O, -0.0053, 0.0183, 0.0057

The program warned: the cutoff lies below the one the program advises for these potential files; the exchange-correlation potential is rough where the density is thin.
